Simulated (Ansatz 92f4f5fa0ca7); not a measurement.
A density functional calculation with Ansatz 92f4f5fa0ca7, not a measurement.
Periodic cell of 184 atoms, Si120O64, from a study of silicon, its oxide and their interface. The atomic structure is a simulated model.
This geometry differs little from another in the collection (a relaxation step or a small displacement).

Settings: functional r2SCAN; potential files Ansatz PAW; basis plane waves; wave-function cutoff 800 eV; density cutoff ratio 5; exchange-correlation grid ratio 1; k mesh 1 x 1 x 1, shifted by 0.5 0.5 0 of a step; self-consistency stop 1e-10 eV per atom in the density residual; occupations fixed; spin none; net charge 0.

Cell vectors (angstrom)
a	10.88	0	0
b	0	10.88	0
c	0	0	27.1591

Atoms and the computed forces on them: element, x, y, z (angstrom), force x, y, z (eV/angstrom)
Si	0.1609	-0.1123	-0.0014	-0.028	-0.0508	0.1165
Si	2.9779	2.3527	0.1394	0.0862	0.0018	0.1498
Si	-0.2594	5.7977	-0.1187	-0.0445	-0.0794	0.2002
Si	2.1925	8.3691	-0.1496	0.0986	0.0717	0.2115
Si	5.2114	0.1283	0.0071	-0.0325	-0.0107	0.1882
Si	7.901	2.9156	-0.245	0.0312	0.0391	0.1408
Si	5.6409	5.1161	-0.1644	0.0288	-0.0293	0.1905
Si	8.3045	7.8775	0.1123	0.015	0.0143	0.127
Si	1.3554	1.2978	1.4055	-0.0134	0.0016	0.0214
Si	4.0917	4.0591	1.2599	-0.0087	-0.0111	-0.0261
Si	1.2493	6.8398	1.336	-0.0154	-0.0258	0.0291
Si	3.9879	9.3762	1.1328	0.0124	-0.0083	-0.0039
Si	6.8115	1.3582	1.2021	-0.0158	-0.0034	0.0574
Si	9.5138	4.0548	1.0736	0.0119	0.0149	-0.0282
Si	6.7495	6.6441	1.2899	0.0157	0.0353	0.0018
Si	9.4826	9.5408	1.2794	-0.0212	-0.0122	0.0327
Si	-0.0439	2.7504	2.5668	0.0169	-0.0133	0.0206
Si	2.732	-0.1259	2.6522	-0.0144	0.0109	0.0661
Si	-0.0607	8.1974	2.7052	0.0058	-0.0257	0.0266
Si	2.6964	5.4476	2.5721	0.0018	-0.0149	0.017
Si	5.4565	2.6968	2.625	-0.0233	-0.0198	0.0542
Si	8.1348	0.0204	2.6032	-0.0266	0.007	0.0117
Si	5.3783	8.0866	2.5463	0.0446	0.0348	0.0121
Si	8.1756	5.3359	2.6062	0.0103	0.0264	0.0614
Si	1.3332	4.0881	3.9363	-0.0076	0.0064	-0.0203
Si	4.084	1.3148	3.9611	0.011	0.0043	-0.0215
Si	1.3524	9.4906	4.0509	-0.0098	0.0066	-0.0148
Si	4.0511	6.7798	3.9635	-0.0094	-0.0194	-0.0243
Si	6.807	4.0349	4.0033	0.0103	-0.0191	-0.0278
Si	9.501	1.38	3.9564	0.0236	-0.0041	-0.0365
Si	6.7521	9.4984	3.9095	-0.0118	-0.0151	-0.0246
Si	9.4774	6.7684	3.9829	-0.0279	0.0293	-0.0181
Si	-0.0094	0.029	5.329	-0.0048	0.003	0.0026
Si	2.7026	2.7099	5.291	-0.0124	0.0119	-0.0094
Si	-0.0009	5.4435	5.3332	0.0154	-0.0127	-0.0038
Si	2.726	8.1258	5.3686	0.0179	-0.0119	0.0099
Si	5.4482	-0.0171	5.3278	-0.0028	-0.0078	-0.0043
Si	8.161	2.6993	5.3618	-0.0093	-0.0061	-0.0043
Si	5.4321	5.4384	5.3177	-0.0208	0.0203	0.0003
Si	8.1192	8.1565	5.3085	0.0196	0.0049	-0.0035
Si	1.3505	1.3787	6.6893	-0.0114	-0.0137	-0.0038
Si	4.056	4.0848	6.6656	0.0286	-0.0247	0.0073
Si	1.3677	6.775	6.7172	-0.0173	0.0211	0.012
Si	4.0935	9.5159	6.6934	-0.0282	-0.0092	0.011
Si	6.8101	1.3346	6.708	0.0158	0.0237	0.0081
Si	9.5132	4.0896	6.6899	-0.0104	-0.015	0.004
Si	6.7744	6.813	6.6885	-0.0183	-0.0128	0.0038
Si	9.5078	9.5291	6.6651	0.0109	0.0184	0.0086
Si	-0.014	2.7377	8.046	0	0.0246	0.0092
Si	2.7219	0.0033	8.0276	0.0238	0.039	-0.0127
Si	0.0157	8.1834	8.0241	0.001	-0.0217	-0.013
Si	2.7282	5.4323	8.0914	-0.0108	0.0103	-0.0042
Si	5.441	2.7427	8.0116	-0.0452	-0.005	-0.0101
Si	8.1834	-0.0028	8.077	0.0196	-0.0148	-0.003
Si	5.4671	8.1968	8.0716	0.0045	-0.0159	-0.0039
Si	8.1438	5.454	8.0381	0.0245	0.0368	-0.0144
Si	1.3212	4.0756	9.4294	-0.0032	-0.0267	-0.0016
Si	4.0903	1.382	9.3529	0.0021	-0.0098	-0.0099
Si	1.3822	9.5284	9.4087	0.0045	-0.0032	0.0224
Si	4.114	6.8403	9.4148	-0.0057	-0.0051	-0.0105
Si	6.7822	4.0963	9.4048	-0.0002	0.0006	0.018
Si	9.5351	1.3824	9.4339	0.0089	0.0091	-0.0151
Si	6.8425	9.5372	9.4652	0.0122	0.0204	0.0122
Si	9.5073	6.848	9.3584	-0.0111	-0.0031	0.0032
Si	0.0451	0.025	10.7734	-0.0038	-0.0318	0.0216
Si	2.7072	2.6753	10.7237	-0.0334	0.0807	0.0037
Si	-0.0695	5.4901	10.7275	0.0354	-0.01	0.0004
Si	2.7855	8.2098	10.7916	-0.005	0.0035	0.0589
Si	5.4711	0.0932	10.7441	-0.0014	-0.0203	0.0194
Si	8.1257	2.7255	10.7804	0.0052	-0.0187	0.0227
Si	5.4827	5.5101	10.7818	-0.0235	-0.0254	0.0274
Si	8.2449	8.1845	10.822	-0.0223	0.0343	0.0174
Si	1.4555	1.2865	12.1685	0.0142	0.0351	-0.0512
Si	4.0086	4.1312	11.9863	0.0212	-0.0051	-0.0323
Si	1.332	6.8332	12.0391	-0.0031	0.0226	-0.0028
Si	4.2009	9.6276	12.1407	-0.0107	-0.05	0.0111
Si	6.7621	1.4158	12.2114	0.0081	0.0046	-0.0108
Si	9.4217	4.1528	12.0993	0.0187	0.0009	-0.0251
Si	6.9077	6.8275	12.2011	-0.0074	0.0127	-0.0497
Si	9.5926	9.5973	12.1885	0.0049	-0.037	-0.038
Si	0.0076	2.7913	13.247	0.0083	-0.0261	-0.0539
Si	2.8923	-0.0236	13.6615	-0.016	0.0566	-0.0233
Si	0.1963	8.2606	13.4901	-0.0627	0.0495	0.0032
Si	2.6354	5.4443	13.3694	0.021	0.0443	-0.0194
Si	5.3481	2.9085	13.421	-0.0108	-0.0225	-0.026
Si	8.1286	0.0123	13.5793	0.0082	0.0328	-0.0162
Si	5.6065	8.3165	13.4968	-0.028	-0.0192	-0.0327
Si	8.181	5.4318	13.6867	0.0104	-0.023	0.0309
Si	1.4622	3.8481	14.6924	0.1064	0.0503	-0.0819
Si	3.8746	1.7865	14.8761	-0.0114	-0.0202	-0.1293
Si	1.9524	9.1096	14.9603	0.045	0.0558	-0.1642
Si	4.0757	6.9054	14.4569	-0.0331	-0.0006	-0.1154
Si	6.1847	4.6162	14.8305	0.0775	0.035	-0.2183
Si	9.6747	1.4027	14.6001	-0.0214	-0.1012	0.009
Si	7.2656	9.1909	15.0658	0.0154	-0.0102	-0.1527
Si	9.5944	7.0188	14.7573	-0.1226	0.0204	-0.1542
Si	-1.8257	4.5612	18.8924	-0.0225	-0.0367	-0.0102
Si	10.4851	0.9123	21.9195	-0.0437	-0.0217	0.0406
Si	-2.4971	-0.9626	17.7002	0.0271	-0.01	-0.0498
Si	0.6679	3.4641	22.3632	-0.0232	-0.0224	-0.0128
Si	11.0112	-0.2867	16.5714	0.0178	-0.0139	-0.0442
Si	17.8978	-1.221	25.0978	-0.0118	0.0477	0.108
Si	14.1307	5.3569	18.1047	0.0107	-0.1059	-0.0098
Si	12.8883	-5.0047	20.9176	-0.0162	0.0261	-0.0279
Si	-1.9082	4.817	22.0617	-0.0333	0.0236	-0.0049
Si	10.5272	-3.616	22.0652	0.0089	0.0095	0.0452
Si	4.9503	3.1675	17.1394	0.1319	-0.0034	-0.068
Si	3.8166	-2.8128	22.359	0.0176	0.0417	0.0049
Si	-1.6179	1.0232	24.8731	-0.0299	0.0232	0.1169
Si	0.4517	5.618	16.965	-0.0396	-0.0227	-0.1079
Si	6.1938	-1.158	22.2963	0.0456	0.0131	0.0422
Si	5.9998	4.877	19.0235	-0.0091	-0.0876	-0.0369
Si	8.8997	9.6249	20.6814	-0.0141	0.0277	-0.0198
Si	9.3645	1.7357	17.5264	-0.0102	0.0252	-0.0691
Si	2.3188	10.7368	22.7881	0.01	0.0481	0.0493
Si	13.4693	2.0627	24.4433	-0.0038	-0.0143	0.1003
Si	1.4447	6.4978	24.659	-0.0708	0.0484	0.1847
Si	4.278	5.8647	24.1918	0.0353	0.0119	0.0818
Si	5.9662	15.1144	22.0235	0.0544	0.0037	-0.0138
Si	4.6701	1.5472	22.5495	-0.0049	-0.0391	0.0278
O	-6.7507	-8.6368	-3.2329	-0.004	0.0126	-0.015
O	-0.3541	0.6741	-1.3353	0.0079	0.0309	-0.059
O	2.676	-5.3302	-2.993	0.004	-0.0575	-0.0471
O	3.138	-3.9848	-5.6811	0.0069	-0.0194	-0.0125
O	-1.4378	6.8721	-0.4891	-0.0203	0.0103	-0.0418
O	1.2209	9.6319	-0.4696	0.0085	0.0185	-0.0787
O	11.7179	-0.085	-4.9697	-0.0006	-0.0285	-0.0329
O	2.2129	7.6263	-1.605	-0.0211	-0.0498	-0.169
O	4.1052	1.2678	-0.3385	-0.0287	0.0242	-0.0845
O	5.7641	-0.4357	-1.416	0.0028	-0.0322	-0.119
O	4.9056	5.7284	-1.4831	-0.0308	0.0221	-0.1194
O	8.5213	2.3244	-1.646	0.0128	-0.0064	-0.1205
O	0.5717	7.1773	-3.7221	-0.0085	0.0066	-0.0126
O	6.7607	4.0217	-0.6694	-0.0116	-0.0086	-0.0613
O	9.6942	12.0799	-3.8342	0.0291	0.0206	-0.0623
O	7.448	8.4258	-1.1435	-0.0345	-0.0093	-0.0555
O	9.1819	3.0264	18.4254	0.0092	-0.0046	0.0358
O	-1.7777	2.1243	15.9635	0.0053	0.0275	0.0136
O	4.5726	1.7615	16.3979	-0.0218	-0.0166	0.0958
O	8.5946	-1.6938	19.1377	-0.0115	-0.0383	0.0241
O	3.0638	7.9333	15.2999	0.0143	-0.0189	0.0653
O	9.9155	8.6647	21.5146	0.0137	-0.0147	0.0122
O	8.2669	11.5108	17.9788	-0.0222	0.0438	0.0233
O	13.478	5.2341	19.5704	-0.0018	-0.0301	0.0192
O	5.6005	14.1993	18.6287	-0.0306	0.0042	0.0356
O	5.133	5.8542	15.1903	0.0092	-0.0166	0.042
O	12.5584	-6.3279	21.769	0.0187	-0.0294	0.0036
O	10.8376	0.3317	15.0833	0.0267	-0.0006	-0.0645
O	8.3214	7.958	15.1492	0.0351	0.0309	0.0484
O	7.1438	9.5381	16.6904	-0.0332	0.0082	0.128
O	11.5456	4.2931	16.0504	-0.0532	-0.0254	0.0728
O	13.4104	2.6893	15.0907	-0.0504	-0.0454	0.0177
O	8.2552	-0.2177	24.9565	0.0246	-0.0262	-0.0511
O	1.9839	6.1039	17.3421	0.0317	0.0543	0.0021
O	-0.7073	4.129	22.9028	0.0125	-0.0065	0.0216
O	4.825	-5.0296	18.3612	0.0011	0.0747	0.0022
O	-0.5586	-5.5521	18.2111	0.0095	0.0193	0.06
O	1.4631	2.7441	23.5358	-0.0472	0.0339	-0.0207
O	-7.3461	3.9945	17.2575	-0.06	0.0256	0.0114
O	9.2143	4.5617	20.4878	0.0226	0.005	0.031
O	7.5222	-6.6178	22.509	-0.0019	-0.017	0.0068
O	10.8422	0.9838	17.5942	-0.0086	0.0072	0.0334
O	9.7646	-1.2674	16.8907	-0.0162	-0.0181	-0.0264
O	12.3566	9.7056	16.4412	0.0001	-0.0102	0.0665
O	7.5543	5.1603	18.5647	0.0144	0.0564	-0.0221
O	6.1635	3.8375	16.2622	-0.0204	-0.0258	0.1263
O	5.0182	8.8472	21.6035	-0.0237	-0.0202	0.0101
O	0.4934	5.5742	25.6019	0.0456	-0.0126	-0.1423
O	5.4063	-8.1442	21.7432	0.0134	0.025	-0.0258
O	9.172	6.4009	22.3171	-0.0168	0.0009	-0.0055
O	10.5185	-4.1907	16.0683	0.0833	-0.02	0.0811
O	20.4264	0.2306	20.7976	0.0136	0.013	0.0008
O	2.3328	0.4501	24.3104	0.0271	-0.0251	-0.0045
O	2.7348	-1.6903	22.765	0.0072	-0.0362	-0.0082
O	-7.5392	0.8167	21.92	0.0099	-0.0141	-0.0423
O	2.3456	2.774	25.8613	-0.0245	0.0213	-0.0915
O	-4.9833	15.9258	20.6266	-0.0031	0.013	-0.0063
O	5.7536	11.2352	22.6802	0.004	0.0145	0.0004
O	0.1846	2.3058	21.3278	0.0129	0.0176	-0.0137
O	5.0579	4.9165	23.1543	-0.0212	-0.0163	0.0026
O	7.4417	9.7104	21.3207	-0.0226	0.0032	-0.0129
O	6.637	9.0362	23.6797	-0.0398	-0.0336	-0.0854
O	0.6088	6.7101	20.8642	0.0152	-0.002	-0.0185
O	4.4242	7.3922	23.6918	0.0143	0.0209	-0.0113

Results
free energy: -113253.568 eV
free energy less fixed offsets of O -570.45, Si -639.56 eV per atom: 2.432 eV

The program warned: the cutoff lies below the one the program advises for these potential files; the forces do not sum to zero within the program's tolerance; empty levels may hold ghost states of the PAW files; the exchange-correlation potential is rough where the density is thin.
